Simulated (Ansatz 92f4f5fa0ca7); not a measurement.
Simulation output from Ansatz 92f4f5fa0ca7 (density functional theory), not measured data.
Periodic cell of 152 atoms, Si88O64, from a study of silicon, its oxide and their interface. The atomic structure is a simulated model.

Settings
functional: r2SCAN
potential files: Ansatz norm-conserving
basis: plane waves
wave-function cutoff: 1300 eV
density cutoff ratio: 4
exchange-correlation grid ratio: 1
k mesh: 2 x 2 x 1, shifted by 0.5 0.5 0.5 of a step
self-consistency stop: 5e-10 eV per atom in the density residual
occupations: Fermi-Dirac, 0.05 eV
spin: none
net charge: 0

Cell vectors (angstrom)
a 10.7803 0.0813 -0.0076
b 0.0813 10.9688 -0.0013
c -0.0151 -0.0027 21.8557

Atoms: element, x, y, z (angstrom)
Si 3.0493 0.441 7.9415
Si 10.2061 0.8123 11.2303
Si 8.8765 9.3082 17.3147
Si 10.6967 4.9711 14.0142
Si 6.5475 7.277 12.4248
Si 6.4662 7.7339 18.1115
Si 4.7826 10.2434 18.2866
Si 7.9997 5.0475 13.2641
Si 6.1003 5.7587 20.6431
Si 0.9728 8.4422 16.9714
Si 3.6934 3.6476 1.7436
Si 0.9252 4.9125 20.4353
Si 1.6005 6.9041 1.0796
Si 4.1239 4.3423 15.7216
Si 3.7157 6.3668 13.2673
Si 1.8612 2.8329 21.0991
Si 2.7486 0.1542 2.5999
Si 10.7309 2.9039 2.7447
Si 2.7299 5.5557 2.6461
Si 0.1031 8.1014 2.5241
Si 8.1917 0.1692 2.5655
Si 5.4959 2.7316 2.8565
Si 7.9337 5.5105 2.7713
Si 5.4158 8.1955 2.5857
Si 4.1306 1.3278 4.1215
Si 1.3082 4.2689 4.03
Si 4.1139 6.8687 4.0556
Si 1.3765 9.6166 3.8749
Si 9.4613 1.406 4.0846
Si 6.6652 4.1987 4.2338
Si 9.4837 6.8856 3.9699
Si 6.8706 9.6169 3.8594
Si 10.8466 10.9411 5.4389
Si 2.7146 2.8963 5.3284
Si 10.7943 5.5994 5.4846
Si 2.6911 8.282 5.3151
Si 5.5512 10.8427 5.3978
Si 8.0692 2.7357 5.4874
Si 5.3612 5.5298 5.6028
Si 8.1333 8.2478 5.3051
Si 1.4141 1.4293 6.5823
Si 3.956 4.1759 6.9355
Si 1.5369 6.8873 6.841
Si 4.0118 9.6153 6.7018
Si 6.6676 1.3092 6.8474
Si 9.5173 4.0714 6.7858
Si 6.9331 6.8318 6.7534
Si 9.4223 9.5372 6.8059
Si 1.3168 0.9875 19.755
Si 9.8181 3.9825 16.6951
Si 8.8552 3.7546 1.5868
Si 4.1869 3.4076 21.3335
Si 1.3376 7.5523 14.2529
Si 9.3792 1.3043 18.255
Si 7.7827 8.1673 21.5949
Si 1.7083 5.4566 17.5793
Si 5.7706 0.2619 13.129
Si 3.3575 1.5102 14.604
Si 7.6508 2.2608 12.0487
Si 8.1589 5.4032 8.1353
Si 6.1049 9.5256 10.4888
Si 2.2133 5.2489 10.6183
Si 8.0743 10.9033 8.2196
Si 10.3233 6.977 9.8698
Si 7.2054 1.9901 1.3706
Si 7.9102 9.1638 14.2617
Si 1.5815 2.8622 12.2553
Si 1.5178 10.2422 21.3398
Si 9.8357 9.8864 1.2942
Si 0.2588 8.3413 8.1424
Si 0.1803 2.7526 8.0554
Si 6.0333 3.5542 9.7653
Si 4.1109 9.6266 1.278
Si 8.8789 5.4023 20.7458
Si 1.8196 2.1051 1.4978
Si 2.807 10.9822 17.2829
Si 5.8204 1.616 21.3152
Si 6.615 6.7367 1.1338
Si 10.2774 8.8927 12.1998
Si 4.8638 2.2814 8.0611
Si 4.6735 8.0206 8.3614
Si 9.9739 0.9777 8.9619
Si 3.1634 5.9433 8.4013
Si 2.8149 8.4082 21.6532
Si 6.9924 5.2453 16.2845
Si 1.1558 10.4699 8.7134
Si 5.3296 10.2465 21.2432
Si 6.4002 1.7436 19.0157
O 10.1712 5.0347 19.823
O 9.0816 6.0802 9.3021
O 0.5898 1.7387 11.6964
O 7.1669 2.6395 10.553
O 6.0085 6.8549 19.408
O 5.2729 8.7867 17.7173
O 9.2116 9.302 13.3322
O 5.5957 10.546 11.6734
O 5.5548 4.5114 16.509
O 6.8849 10.3929 14.0489
O 8.3571 9.0869 15.7954
O 0.6955 5.8622 10.4348
O 8.9462 9.273 0.0649
O 0.7607 8.0295 12.8263
O 8.2424 3.5301 12.8288
O 2.2379 1.1142 18.407
O 6.9315 4.6013 8.8706
O 7.243 5.1563 14.6868
O 4.7887 8.9108 9.7685
O 0.8603 8.6046 15.3582
O 2.5798 0.6537 15.7739
O 6.5714 9.1597 20.9823
O 2.8309 5.9116 11.9976
O 5.8818 0.439 18.1536
O 7.7974 8.6523 18.3305
O 7.139 5.802 12.1164
O 4.0457 2.7624 15.373
O 7.4227 4.8327 20.2798
O 9.1384 10.894 17.4833
O 10.2652 8.5117 17.5749
O 8.0203 1.8225 18.9692
O 6.8893 8.3145 11.248
O 0.947 5.9749 21.6783
O 1.7232 7.0533 17.3059
O 0.2633 4.7939 17.2622
O 8.3133 4.5785 16.9953
O 4.4017 0.4583 13.9633
O 9.2931 4.6259 0.2516
O 2.4945 2.1232 13.3753
O 2.2841 3.621 10.9796
O 2.9461 7.4985 14.1486
O 6.253 7.6465 8.0619
O 9.4567 5.7624 13.3361
O 0.8527 6.047 14.665
O 6.7972 6.7495 16.8495
O 10.7993 10.2835 11.5675
O 6.3779 1.7412 12.9104
O 9.7009 7.9227 11.0458
O 0.7534 4.0466 12.968
O 1.9359 5.2724 19.1881
O 8.7916 1.118 11.9927
O 8.6669 7.0279 20.7778
O 1.7957 9.715 17.5111
O 10.0789 3.9425 15.1013
O 4.9658 7.1269 12.6238
O 0.2555 10.6584 0.4739
O 10.4889 1.0869 19.4045
O 9.8839 2.4521 17.2237
O 7.1511 10.2495 9.4764
O 4.3602 10.1534 19.8856
O 4.1077 5.1626 14.3053
O 7.1497 7.7971 13.8479
O 2.9096 4.7712 16.7164
O 4.7904 4.7807 20.5751

Results
free energy: -40058.785 eV
free energy less fixed offsets of O -463.61, Si -117.95 eV per atom: -8.145 eV
pressure: -1.58 GPa
stress xx, yy, zz, yz, xz, xy (GPa, positive in tension): 0.95, 2.16, 1.63, -0.88, -0.19, 0.35

Forces (eV/angstrom), in the order of the atoms: element, x, y, z
Si 0.3893 0.1625 -0.0906
Si -0.336 0.4297 -0.392
Si -0.0176 -0.1958 -0.604
Si 0.1152 0.2318 0.0587
Si -0.3033 0.1393 0.2902
Si -0.1305 -0.2797 -0.3506
Si 0.021 0.2289 -0.3904
Si -0.1097 0.3097 0.1123
Si -0.6972 -0.3335 -0.2215
Si 0.14 -0.1705 -0.2448
Si -0.0701 -0.0027 -0.2636
Si 0.3035 0.0765 0.2658
Si -0.4439 0.0186 -0.3019
Si 0.4165 -0.1213 0.0157
Si 0.1782 0.1046 0.1517
Si 0.2375 -0.2056 -0.4287
Si 0.0921 0.0135 0.0851
Si 0.0479 -0.0712 0.0325
Si 0.0011 0.0418 0.1648
Si -0.009 -0.0575 0.0653
Si 0.0145 -0.026 0.0004
Si 0.138 0.0012 0.1468
Si -0.1485 -0.0167 0.1098
Si 0.0368 -0.2701 -0.0377
Si -0.0917 0.2121 0.2597
Si -0.0866 0.0716 -0.0244
Si -0.1614 0.1265 0.1742
Si 0.0512 -0.2152 0.0232
Si 0.0352 0.0538 0.4337
Si 0.0888 -0.1556 0.183
Si 0.0243 0.0878 -0.0701
Si 0.0305 0.0911 -0.1882
Si 0.0229 0.2324 -0.3649
Si 0.3249 -0.1851 -0.3273
Si 0.1212 0.0652 0.3716
Si 0.1268 0.0146 -0.2556
Si -0.129 0.0149 -0.043
Si -0.0064 0.2479 -0.0779
Si -0.1472 -0.0987 -0.3344
Si 0.226 0.0136 -0.0984
Si -0.6975 0.0575 0.0897
Si -0.0503 -0.0917 0.1686
Si -0.3159 -0.084 -0.1372
Si 0.1875 -0.3196 0.1573
Si 0.0883 0.0611 -0.3322
Si -0.2789 0.0127 -0.1313
Si -0.0865 0.3029 0.629
Si -0.1688 -0.0353 -0.2041
Si -0.2015 1.2851 -0.0031
Si -0.2141 -0.0959 0.1365
Si 0.2767 0.3761 -0.3066
Si -0.1788 0.1454 0.0064
Si 0.0746 -0.1114 -0.5272
Si -0.0594 0.3572 -0.1455
Si 0.1756 0.7161 0.5217
Si 0.1074 -0.0418 0.1874
Si -0.105 -0.0258 0.0302
Si 0.1584 0.081 0.1691
Si -0.2477 -0.2594 0.1431
Si 0.4138 -0.4534 -0.2187
Si 0.3159 0.1969 0.52
Si 0.1153 0.1117 0.0024
Si -0.148 -0.1852 0.6558
Si -0.3809 -0.2723 -0.0355
Si -0.0792 -0.0793 0.0598
Si -0.203 -0.0881 0.0185
Si -0.2454 0.0608 -0.0919
Si -0.4042 -0.3168 0.9383
Si -0.0537 -0.1327 -0.4896
Si 0.2675 -0.1165 -0.0236
Si 0.6971 0.1913 0.1853
Si 0.2379 0.3873 0.2835
Si -0.1509 0.4064 0.1665
Si 0.4134 -0.2435 -0.0001
Si 0.4619 -0.0021 0.234
Si -0.2171 -0.0185 -0.3071
Si -0.1507 0.1833 0.0341
Si -0.0388 0.1979 -0.1575
Si 0.03 -0.0136 0.1412
Si -0.3699 -0.3024 -0.0124
Si 0.2126 0.2456 0.1662
Si -0.1208 0.1183 0.3665
Si 0.0229 -0.0369 0.1366
Si -0.1613 -0.7576 -0.39
Si -0.0118 -0.1472 -0.3572
Si 0.0022 -0.0821 -0.0714
Si 0.3998 -0.1645 -0.1283
Si 0.2331 -0.1389 0.1499
O -0.2438 0.2012 0.0807
O 0.2175 0.349 0.1488
O 0.0563 0.0809 0.2503
O 0.0041 0.013 0.0088
O 0.1519 -0.0123 0.2299
O 0.2697 0.1209 0.442
O 0.0936 -0.114 -0.2149
O 0.2058 -0.1657 -0.1454
O -0.1261 0.055 -0.095
O 0.0179 -0.0794 -0.1761
O 0.1325 0.074 0.4224
O -0.1942 0.2164 0.0959
O -0.0967 -0.1041 0.02
O -0.006 -0.0462 0.3724
O -0.0176 -0.0461 -0.1281
O -0.2422 -0.3378 -0.249
O -0.1149 -0.2689 0.0143
O 0.1334 0.0051 0.0142
O -0.0679 -0.2338 -0.374
O 0.016 0.0236 0.4327
O 0.0624 -0.044 0.2786
O 0.0675 0.0793 0.037
O -0.1752 -0.2171 -0.3006
O -0.0743 -0.4283 0.1666
O -0.0416 0.0665 0.1215
O 0.1982 0.0459 0.2623
O -0.1966 -0.0641 -0.0645
O -0.0056 0.126 0.0813
O 0.0276 -0.0806 0.2079
O -0.1457 0.1689 0.0996
O 0.0701 -0.0685 -0.2494
O -0.1892 0.0763 -0.1014
O 0.1736 -0.0379 0.0749
O -0.1352 0.1382 -0.0049
O -0.0246 -0.0417 -0.0425
O 0.1261 -0.0101 -0.0609
O 0.1385 0.0204 -0.0843
O -0.1648 -0.0972 -0.1155
O 0.002 0.0408 0.0114
O -0.1028 0.3024 0.1748
O -0.2287 -0.2453 -0.1191
O -0.3536 -0.0872 -0.3979
O -0.074 -0.2583 0.018
O -0.1108 -0.017 -0.1511
O -0.1045 0.1658 0.4582
O -0.0089 -0.2422 0.1773
O 0.3247 0.0437 -0.2729
O 0.1622 -0.1318 0.0606
O 0.0046 -0.1371 0.056
O -0.356 -0.0454 -0.0539
O 0.0514 0.0381 0.2067
O 0.0045 -0.0228 -0.2326
O -0.0016 0.1435 -0.0988
O 0.1152 0.1894 -0.0874
O 0.2548 -0.0317 -0.0431
O -0.1996 -0.617 -0.2338
O 0.1717 -0.2317 -0.2929
O -0.0869 -0.0142 0.2013
O 0.0645 0.1079 -0.4131
O 0.7147 0.1892 -0.2625
O -0.1598 0.1171 -0.0204
O 0.0704 0.0771 -0.3621
O -0.1337 0.1021 0.0178
O 0.2294 -0.2579 0.1496
